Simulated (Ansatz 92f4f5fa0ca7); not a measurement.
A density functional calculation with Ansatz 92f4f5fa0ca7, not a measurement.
Periodic cell of 221 atoms, Si132O88H1, from a study of silicon, its oxide and their interface. The atomic structure is a simulated model.
Doubt: the cutoff is low for norm-conserving oxygen, so forces and energies are approximate.

Settings
functional: HSE06
potential files: SPMS norm-conserving
basis: plane waves
wave-function cutoff: 800 eV
density cutoff ratio: 4
exchange-correlation grid ratio: 1
k mesh: 1 x 1 x 1, Gamma-centred
occupations: fixed
spin: none
net charge: +1 e, with a uniform compensating background and no finite-size correction

Cell vectors (angstrom)
a  10.938  0  0
b  0  10.938  0
c  0  0  32.8512

Atoms: element, x, y, z (angstrom)
Si  -0.2304  0.351  25.3357
Si  5.7745  -0.1458  25.3759
Si  2.5378  3.0902  25.3929
Si  8.4813  2.6069  25.2852
Si  0.3049  5.3148  25.3786
Si  5.2071  5.8049  25.4683
Si  3.0057  8.0434  25.4033
Si  7.9907  8.5524  25.4043
Si  1.3728  1.459  26.6652
Si  6.9061  1.4493  26.6716
Si  4.0876  4.1954  26.7672
Si  9.6193  4.1547  26.6587
Si  1.4124  6.8942  26.7214
Si  6.8491  6.9338  26.7089
Si  4.1569  9.6409  26.685
Si  9.5847  9.6871  26.6983
Si  2.7183  0.0306  28.0274
Si  8.1924  0.0441  28.0905
Si  -0.013  2.7609  28.0758
Si  5.4668  2.754  28.0464
Si  2.7069  5.5067  28.1261
Si  8.1992  5.4882  28.0305
Si  -0.0184  8.2396  28.0432
Si  5.4555  8.239  28.0945
Si  4.1018  1.3673  29.4329
Si  9.5708  1.3673  29.4329
Si  1.3673  4.1018  29.4329
Si  6.8362  4.1018  29.4329
Si  4.1018  6.8362  29.4329
Si  9.5708  6.8362  29.4329
Si  1.3673  9.5708  29.4329
Si  6.8362  9.5708  29.4329
Si  0  0  30.8002
Si  5.469  0  30.8002
Si  2.7345  2.7345  30.8002
Si  8.2035  2.7345  30.8002
Si  0  5.469  30.8002
Si  5.469  5.469  30.8002
Si  2.7345  8.2035  30.8002
Si  8.2035  8.2035  30.8002
Si  1.3673  1.3673  32.1674
Si  6.8362  1.3673  32.1674
Si  4.1018  4.1018  32.1674
Si  9.5708  4.1018  32.1674
Si  1.3673  6.8362  32.1674
Si  6.8362  6.8362  32.1674
Si  4.1018  9.5708  32.1674
Si  9.5708  9.5708  32.1674
Si  2.7345  0  0.6835
Si  8.2035  0  0.6835
Si  0  2.7345  0.6835
Si  5.469  2.7345  0.6835
Si  2.7345  5.469  0.6835
Si  8.2035  5.469  0.6835
Si  0  8.2035  0.6835
Si  5.469  8.2035  0.6835
Si  4.1018  1.3673  2.0507
Si  9.5708  1.3673  2.0507
Si  1.3673  4.1018  2.0507
Si  6.8362  4.1018  2.0507
Si  4.1018  6.8362  2.0507
Si  9.5708  6.8362  2.0507
Si  1.3673  9.5708  2.0507
Si  6.8362  9.5708  2.0507
Si  0  0  3.418
Si  5.469  0  3.418
Si  2.7345  2.7345  3.418
Si  8.2035  2.7345  3.418
Si  0  5.469  3.418
Si  5.469  5.469  3.418
Si  2.7345  8.2035  3.418
Si  8.2035  8.2035  3.418
Si  1.2948  1.4745  4.7373
Si  6.8286  1.3382  4.8388
Si  4.1577  3.9857  4.849
Si  9.5664  4.0746  4.8497
Si  1.4177  6.746  4.7943
Si  6.8214  6.8243  4.785
Si  4.1146  9.5757  4.7857
Si  9.6333  9.4763  4.6588
Si  2.6646  0.0744  5.9705
Si  8.2774  -0.1434  5.9735
Si  -0.0577  2.6768  6.304
Si  5.3795  2.4923  6.4029
Si  2.7539  5.3349  6.2055
Si  8.0609  5.3302  6.179
Si  -0.1079  8.0179  6.0464
Si  5.4658  8.195  6.1876
Si  3.6469  1.2822  7.7846
Si  9.787  0.8621  7.443
Si  1.6218  3.7439  7.601
Si  6.4933  4.184  7.6193
Si  4.3737  6.5354  7.4484
Si  9.2398  6.9095  7.4176
Si  1.0799  9.7361  7.0186
Si  7.1927  9.2845  7.3862
O  1.4083  4.1855  24.858
O  6.8576  9.6403  24.8628
O  2.6605  2.5683  8.1831
O  8.2227  8.1054  7.9604
O  5.4503  5.4107  7.9611
O  0.0629  -0.202  7.8905
O  4.0976  6.9  24.9002
O  9.5749  1.4484  24.7967
O  2.3112  9.0447  7.8835
O  1.0413  4.48  8.9773
O  8.8949  1.1254  8.8295
O  6.8244  10.2235  8.7161
O  3.8942  0.4058  9.2591
O  3.8819  7.1805  8.9121
O  6.9129  3.6871  9.1564
O  9.873  6.1059  8.7191
O  3.2881  2.4809  24.0598
O  5.1754  0.5821  24.0237
O  7.8658  3.3339  23.9197
O  10.6112  6.0252  24.032
O  8.7076  7.9112  24.0694
O  2.3568  8.716  24.0474
O  5.851  5.0801  24.1547
O  0.4797  10.6382  23.9948
Si  3.6501  10.4442  10.6108
Si  0.9865  3.2215  12.6645
Si  -2.3839  -1.9135  11.761
Si  4.4698  1.7845  23.1812
Si  -6.1834  -7.5667  17.3067
Si  3.3743  -11.0488  15.9492
Si  1.2023  9.438  23.1566
Si  15.7759  8.4407  17.4777
Si  -1.8762  3.1628  12.6115
Si  -1.2775  4.3034  19.1789
Si  2.4415  0.5354  21.1761
Si  5.032  12.9385  14.7061
Si  10.8093  18.0727  12.0406
Si  2.5816  0.8569  13.2303
Si  7.7671  11.1903  9.6455
Si  0.2639  5.9973  17.1365
Si  5.5059  -2.3158  12.3892
Si  2.5524  -2.8661  9.132
Si  3.9425  3.4564  12.2158
Si  7.9612  6.0664  21.0294
Si  7.2941  -2.4056  19.2731
Si  10.3942  5.2188  14.2583
Si  2.4153  1.3927  18.3317
Si  9.7686  -2.1958  17.4352
Si  6.6611  2.9183  10.5578
Si  -3.0838  1.4024  14.6216
Si  0.1324  1.9932  20.1523
Si  8.9561  -0.0201  19.2085
Si  6.6072  4.062  23.1537
Si  9.908  7.2363  23.2017
Si  7.7479  2.3605  17.5858
Si  11.2624  5.8331  9.515
Si  6.4209  7.8126  14.9051
Si  4.5803  -4.7433  13.7465
Si  3.4018  6.0736  16.7316
Si  8.7976  -1.4868  14.7248
O  5.8979  7.8423  16.4136
O  5.7596  -2.0589  18.7444
O  7.9722  2.2788  15.9712
O  -1.7097  -1.3742  13.1662
O  7.0458  -2.5769  11.8754
O  14.6469  7.3114  17.7497
O  1.2208  1.6371  21.3071
O  3.9051  13.0163  13.3933
O  -2.0054  1.7667  13.467
O  0.124  5.766  11.1375
O  6.232  2.9488  17.8655
O  8.5203  5.2848  19.7296
O  -3.0678  -0.1657  15.0133
O  -0.6032  5.4543  15.8553
O  -0.0506  7.5617  17.4862
O  -0.4146  3.0576  11.8377
O  7.1368  -3.6026  20.3775
O  10.8375  5.1165  18.4327
O  3.7866  1.1044  21.871
O  -8.5607  3.4695  11.7686
O  7.9676  0.8883  18.2527
O  10.3818  14.388  20.3716
O  3.6684  6.3703  15.1066
O  0.9541  2.0294  18.7047
O  1.8277  -5.2023  16.8086
O  6.7611  12.245  10.3861
O  7.806  14.3584  11.6132
O  9.5836  -3.0566  11.245
O  12.1084  18.9898  12.3383
O  0.8169  4.3664  13.8147
O  -0.5628  -4.2716  13.5368
O  2.7231  9.1069  10.3904
O  1.2492  7.1596  9.3232
O  5.1034  14.1059  11.1415
O  4.7405  0.7282  15.6329
O  2.7953  0.3758  19.5634
O  4.3009  4.7186  13.1235
O  9.234  6.6172  21.8652
O  5.6618  8.9869  13.9976
O  -1.0946  0.9072  20.1962
O  7.0789  4.9935  21.8896
O  -2.936  -2.8941  14.8859
O  1.9259  -0.8713  21.824
O  -0.8625  -0.8927  18.3721
O  2.2726  0.6334  16.8765
O  2.7421  -0.2392  14.4103
O  5.565  2.8918  22.6715
O  8.9125  -7.6048  18.1147
O  3.6153  2.4868  18.0674
O  -1.0352  -1.5947  15.8994
O  2.7944  0.3865  11.715
O  1.2732  1.7699  13.4146
O  -7.0119  -1.3629  16.7557
O  6.4166  12.7768  13.9231
O  4.7848  -7.6648  15.6399
O  0.0779  8.3373  22.7267
O  7.9493  -1.0674  19.9749
O  4.4889  -3.6432  12.4866
O  -2.634  -2.762  17.9874
O  4.9354  9.8466  11.4562
O  9.1049  4.3708  13.7118
O  8.5318  -0.6394  10.765
O  4.3455  -6.009  17.4227
O  6.1316  -4.6045  14.2542
H  12.6109  19.4267  11.6218

Results
free energy: -54394.604 eV
free energy less fixed offsets of H -15.86, O -447.96, Si -113.29 eV per atom: -3.984 eV
gap between the highest filled and lowest empty level on this k mesh: 1.186 eV

The program warned: the cutoff lies below the one the program advises for these potential files; the forces do not sum to zero within the program's tolerance; the exchange-correlation potential is rough where the density is thin.
